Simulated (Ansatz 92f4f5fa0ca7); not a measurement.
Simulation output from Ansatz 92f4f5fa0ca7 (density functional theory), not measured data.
Periodic cell of 408 atoms, Si264O144, from a study of silicon, its oxide and their interface. The atomic structure is a simulated model.
Doubt: the cutoff is far below the 930 eV that the study's wrapper takes by default for these files, so forces and energies are approximate.
This geometry differs little from another in the collection (a relaxation step or a small displacement).

Settings
functional: PBE
potential files: Ansatz PAW
basis: plane waves
wave-function cutoff: 580 eV
density cutoff ratio: 5
exchange-correlation grid ratio: 1
k mesh: 1 x 1 x 1, Gamma-centred
self-consistency stop: 5e-08 eV per atom in the density residual
occupations: fixed
spin: none
net charge: 0

Cell vectors (angstrom)
a, 15.4687, 0, 0
b, 0, 12.8259, 0
c, 0, 0, 36.4

Atoms and the computed forces on them: element, x, y, z (angstrom), force x, y, z (eV/angstrom)
Si, 0.0273, 1.1589, 33.7485, 0.004, -0.0035, 0.0004
Si, 3.8505, 1.1933, 33.7248, -0.0033, -0.0011, 0.0034
Si, 7.7304, 1.1406, 33.7851, -0.0032, -0.0048, -0.0019
Si, 11.6056, 1.1801, 33.7015, -0.0035, -0.0006, -0.0062
Si, 1.9617, 7.5761, 33.7418, 0.0016, -0.0012, 0.003
Si, 5.809, 7.5892, 33.7885, 0.0028, 0.0011, 0.0076
Si, 9.6284, 7.5694, 33.6444, -0.001, 0.0035, -0.0022
Si, 13.5239, 7.5723, 33.6608, -0.0034, 0.001, -0.0019
Si, 1.9336, 5.247, 34.1331, 0.1911, 0.0767, -0.1724
Si, 5.8008, 5.247, 34.1331, 0.1437, 0.1522, -0.3687
Si, 9.6679, 5.247, 34.1331, 0.2428, -0.0859, 0.0028
Si, 13.5351, 5.247, 34.1331, -0.324, -0.1826, -0.1406
Si, 0, 11.6599, 34.1331, 0.2474, 0.1528, 0.3894
Si, 3.8672, 11.6599, 34.1331, -0.2196, 0.0786, -0.3623
Si, 7.7343, 11.6599, 34.1331, -0.0239, -0.0274, 0.2421
Si, 11.6015, 11.6599, 34.1331, -0.1074, 0.1755, 0.1184
Si, 0, 4.664, 35.3698, 0.0272, -0.0461, -0.1161
Si, 3.8672, 4.664, 35.3698, -0.0441, -0.0748, -0.0731
Si, 7.7343, 4.664, 35.3698, -0.0279, -0.041, -0.0908
Si, 11.6015, 4.664, 35.3698, 0.0226, 0.1861, 0.1012
Si, 1.9336, 11.0769, 35.3698, -0.0791, -0.03, 0.0166
Si, 5.8008, 11.0769, 35.3698, 0.0818, -0.0829, -0.0691
Si, 9.6679, 11.0769, 35.3698, 0.0101, -0.0186, 0.014
Si, 13.5351, 11.0769, 35.3698, -0.0269, -0.0017, -0.0275
Si, 0, 2.332, 35.782, -0.0008, 0.0415, 0.1639
Si, 3.8672, 2.332, 35.782, -0.0439, 0.0188, 0.1352
Si, 7.7343, 2.332, 35.782, 0.0655, 0.0766, 0.3364
Si, 11.6015, 2.332, 35.782, 0.0448, -0.0207, -0.0719
Si, 1.9336, 8.745, 35.782, 0.1029, 0.0637, 0.1205
Si, 5.8008, 8.745, 35.782, -0.031, 0.1699, 0.5031
Si, 9.6679, 8.745, 35.782, -0.0435, -0.0746, -0.3781
Si, 13.5351, 8.745, 35.782, -0.0921, -0.0864, -0.2854
Si, 1.9336, 1.749, 0.6188, -0.0015, 0.0749, 0.0331
Si, 5.8008, 1.749, 0.6188, 0.0398, 0.0504, 0.0033
Si, 9.6679, 1.749, 0.6188, -0.025, 0.0155, 0.0288
Si, 13.5351, 1.749, 0.6188, -0.0782, 0.0107, 0.0073
Si, 0, 8.162, 0.6188, 0.0462, -0.0895, -0.0554
Si, 3.8672, 8.162, 0.6188, -0.0072, 0.0855, 0.0134
Si, 7.7343, 8.162, 0.6188, -0.034, -0.0577, 0.0122
Si, 11.6015, 8.162, 0.6188, 0.0179, -0.1432, -0.0508
Si, 0, 5.83, 1.031, -0.0236, 0.0036, 0.0043
Si, 3.8672, 5.83, 1.031, 0.0321, -0.0664, -0.0719
Si, 7.7343, 5.83, 1.031, 0.0037, -0.0344, -0.0138
Si, 11.6015, 5.83, 1.031, 0.0024, -0.13, -0.037
Si, 1.9336, 12.2429, 1.031, 0.0749, 0.0264, 0.0263
Si, 5.8008, 12.2429, 1.031, -0.0456, 0.0977, 0.0582
Si, 9.6679, 12.2429, 1.031, -0.0212, 0.0386, 0.0495
Si, 13.5351, 12.2429, 1.031, 0.0258, 0.0938, 0.0957
Si, 1.9336, 5.247, 2.2678, 0.1637, -0.076, -0.3432
Si, 5.8008, 5.247, 2.2678, -0.0641, -0.0836, -0.4574
Si, 9.6679, 5.247, 2.2678, 0.01, -0.3819, -0.6425
Si, 13.5351, 5.247, 2.2678, 0.0098, -0.3607, -0.6053
Si, 0, 11.6599, 2.2678, -0.0789, 0.0812, 0.4029
Si, 3.8672, 11.6599, 2.2678, -0.0887, -0.0597, -0.0914
Si, 7.7343, 11.6599, 2.2678, 0.0754, 0.0333, 0.3391
Si, 11.6015, 11.6599, 2.2678, -0.1115, 0.0804, 0.612
Si, 1.9336, 2.915, 2.68, 0.0029, -0.0106, 0.0045
Si, 5.8008, 2.915, 2.68, -0.0153, 0.0007, -0.0013
Si, 9.6679, 2.915, 2.68, 0.0481, -0.1259, -0.0307
Si, 13.5351, 2.915, 2.68, 0.0603, -0.1168, -0.0228
Si, 0, 9.328, 2.68, -0.0473, 0.1834, 0.2737
Si, 3.8672, 9.328, 2.68, -0.0055, -0.1252, -0.2999
Si, 7.7343, 9.328, 2.68, 0.0285, 0.2015, 0.3121
Si, 11.6015, 9.328, 2.68, -0.0305, 0.1826, 0.3666
Si, 7.5167, 0.2033, 17.1825, 0.007, 0.0027, 0.0025
Si, 1.5995, 4.2539, 27.8181, 0.0088, 0.0056, -0.0201
Si, 8.3299, -1.4937, 21.9486, 0.0003, -0.0012, -0.0009
Si, 17.49, -2.7127, 24.9457, -0.0002, 0.0046, -0.0049
Si, 7.8265, 5.044, 30.8865, 0.0247, 0.0302, 0.0591
Si, 4.0552, 10.5867, 22.8292, 0.0018, 0.0046, -0.002
Si, 13.6677, 8.8124, 29.5327, 0.0073, -0.0113, 0.0044
Si, 15.8184, 12.2313, 21.5198, 0.0099, 0.0024, -0.0013
Si, -3.6154, 4.8951, 19.4341, 0.0012, -0.0002, -0.0016
Si, 4.2368, 8.1239, 24.5083, -0.0017, 0.004, -0.0012
Si, 5.7063, 3.1194, 26.2508, 0, -0.0016, -0.0019
Si, 18.4325, -1.7786, 19.9859, -0.0033, -0.0007, 0.003
Si, -0.2674, 11.4994, 23.8739, 0, -0.0055, -0.0044
Si, 11.6384, 14.4105, 29.5361, -0.0028, 0.0123, 0.0102
Si, 4.3971, 6.8529, 30.6347, -0.0006, 0.0081, -0.0033
Si, 12.5641, 10.3045, 22.9297, -0.0014, 0, -0.0034
Si, 1.8911, 0.685, 30.4966, 0, 0.0094, 0.0023
Si, -0.0318, 1.2728, 29.1755, 0.0046, -0.0084, -0.0133
Si, 4.7291, -1.2669, 28.2646, 0.0069, 0.0055, -0.0002
Si, 15.0725, 3.6535, 28.8824, -0.008, 0.0038, 0.0056
Si, -4.6734, 8.0922, 22.7492, 0.0007, 0.0053, -0.0033
Si, 0.6522, 7.1459, 20.8645, 0.0029, 0.0084, 0.0021
Si, 8.3574, 10.783, 25.1031, 0.0026, -0.0012, -0.0024
Si, 14.6899, 12.5747, 26.6691, 0.003, 0.0021, -0.0058
Si, 3.579, 3.1158, 28.579, 0.003, 0.0029, -0.0022
Si, 8.3225, 3.9262, 27.5162, 0.0018, -0.0201, -0.0451
Si, 9.6982, -1.8791, 30.787, 0.0027, -0.0027, -0.0015
Si, 11.358, 5.5618, 29.0994, 0.0132, 0.0033, 0.004
Si, 0.8423, 4.822, 24.9342, -0.0073, 0.0002, 0.0028
Si, 3.9619, 4.489, 30.6791, -0.002, -0.0056, -0.0049
Si, 13.7347, 9.6063, 27.3212, -0.0048, 0.0074, 0.0125
Si, 15.4441, 7.2657, 30.3535, -0.003, -0.0008, -0.001
Si, -2.2223, 4.7994, 27.7381, -0.0069, -0.0089, -0.0188
Si, 5.9055, 0.8598, 30.5623, 0.0143, 0.0093, -0.0057
Si, 9.2172, 3.9898, 24.6576, 0.0004, 0.0073, 0.0024
Si, 13.5563, 0.4592, 30.39, 0.0024, -0.0048, 0.0087
Si, -4.6916, 10.4842, 27.1632, -0.001, -0.0065, 0.0045
Si, 1.9069, 7.2879, 28.9103, 0.0037, -0.007, 0.0002
Si, 9.7551, 13.3275, 30.4686, 0.0007, 0.0009, -0.002
Si, 11.5754, 7.7898, 29.9881, -0.0064, 0.0082, 0.0029
Si, -0.1095, 4.8582, 30.8634, 0.0065, 0.0107, -0.0036
Si, -2.1492, 5.7832, 16.9768, -0.005, 0.0078, -0.0016
Si, 6.8374, 7.2021, 30.5059, 0.0012, -0.0004, -0.0248
Si, 11.5802, 3.8652, 30.6894, 0.0058, -0.0129, 0.006
Si, 1.8172, 11.1881, 30.8114, 0.0034, -0.0079, -0.0051
Si, 5.8665, 11.3459, 30.9264, 0.0006, -0.0056, -0.007
Si, 7.8994, 13.9745, 29.2057, -0.0167, -0.013, -0.0007
Si, 13.5295, 10.8724, 30.8563, -0.0063, 0.003, -0.004
Si, 1.9378, 4.1997, 31.9917, -0.0028, -0.0016, 0.0042
Si, 5.8805, 4.0993, 32.0088, -0.0022, -0.0041, -0.0048
Si, 9.6504, 4.0493, 32.0948, -0.0136, -0.0122, -0.0214
Si, 13.5246, 4.0088, 32.0796, -0.0025, -0.0041, 0.0002
Si, -0.0049, 10.4955, 32.1281, 0.0009, 0.0029, 0.0024
Si, 3.8639, 10.533, 31.9887, -0.0001, 0.006, -0.0027
Si, 7.7588, 10.5467, 32.069, -0.0017, 0.0072, -0.0098
Si, 11.5883, 10.4643, 32.1198, 0.0002, -0.0011, -0.0042
Si, 1.9179, 1.8673, 32.5142, -0.0018, 0.0067, 0.0036
Si, 5.8308, 1.8584, 32.6274, 0.004, -0.0015, 0.0046
Si, 9.5998, 1.7028, 32.516, 0.0079, 0.0096, 0.0069
Si, 13.6025, 1.6573, 32.4721, -0.0011, -0.0007, -0.0048
Si, 0.0557, 8.185, 32.5197, -0.0031, -0.0048, -0.0021
Si, 3.9148, 8.166, 32.5417, -0.0014, -0.0027, 0.0038
Si, 7.6392, 8.2431, 32.4689, 0.0051, -0.0177, 0.0119
Si, 11.5657, 8.13, 32.3889, 0.0003, -0.0014, -0.0014
Si, 0, 2.332, 3.9167, -0.0121, -0.2147, -0.3619
Si, 3.8672, 2.332, 3.9167, 0.0931, 0.1456, -0.6342
Si, 7.7343, 2.332, 3.9167, -0.0395, -0.0903, 0.2163
Si, 11.6015, 2.332, 3.9167, -0.1975, -0.1254, 0.277
Si, 1.9336, 8.745, 3.9167, 0.4694, 0.4177, 0.1452
Si, 5.8008, 8.745, 3.9167, -0.5143, 0.5189, 0.1948
Si, 9.6679, 8.745, 3.9167, -0.0737, -0.3388, 0.1763
Si, 13.5351, 8.745, 3.9167, 0.1435, -0.4032, 0.0455
Si, 1.9891, 6.4428, 4.2728, -0.0008, 0.0007, 0.003
Si, 5.7857, 6.4409, 4.2573, -0.0005, -0.0005, 0.0032
Si, 9.6757, 6.4198, 4.2206, -0.0029, 0.003, 0.0021
Si, 13.5547, 6.3989, 4.2377, 0.0025, 0.0035, 0.0031
Si, -0.0053, 12.813, 4.4081, -0.0003, 0.0061, 0.0038
Si, 3.8317, 12.8714, 4.2873, -0.0004, -0.003, 0.0006
Si, 7.6929, 12.8007, 4.3966, -0.0043, 0.0024, -0.001
Si, 11.5537, 12.823, 4.4404, -0.0019, -0.0022, 0.0032
Si, 0.0681, 5.8953, 5.4359, -0.0022, -0.002, -0.0018
Si, 3.901, 5.8304, 5.4826, 0.0045, -0.0098, -0.0283
Si, 7.7148, 5.9082, 5.4179, 0.0003, -0.0048, -0.002
Si, 11.6016, 5.8235, 5.4494, -0.0028, -0.0106, -0.0042
Si, 1.9916, 12.2506, 5.6139, 0.0034, -0.0004, 0.0028
Si, 5.6834, 12.2893, 5.5796, -0.0005, 0.0047, -0.0061
Si, 9.5798, 12.512, 5.8339, 0.0062, -0.0015, 0.0073
Si, 13.5167, 12.4927, 5.7769, -0.003, -0.0008, 0.0027
Si, -0.0157, 3.5864, 5.8704, 0.008, -0.0032, 0.0066
Si, 3.8487, 3.5221, 5.8849, -0.0029, 0.0036, -0.0009
Si, 7.6988, 3.6357, 5.9288, 0.0034, 0.0086, 0.0039
Si, 11.5076, 3.5579, 5.9796, -0.0023, 0.002, 0.0016
Si, 2.6117, 9.9644, 5.9012, 0.001, 0.0018, 0.0005
Si, 5.1039, 9.9637, 5.9245, -0.0037, -0.0041, -0.0021
Si, 9.6947, 8.6329, 6.3118, 0.0062, -0.0033, 0.001
Si, 13.5725, 8.6932, 6.2818, -0.0128, -0.0065, -0.0031
Si, 1.8889, 2.9449, 7.0565, -0.011, -0.0179, 0
Si, 5.7706, 3.1758, 7.1896, -0.0002, -0.0007, -0.006
Si, 5.7696, 0.1178, 10.8456, -0.0046, 0.0029, -0.0074
Si, 13.5218, 3.2234, 7.1132, -0.0013, -0.0043, -0.0088
Si, -3.8285, 10.9538, 8.592, -0.0033, -0.001, -0.0038
Si, 3.2057, 15.5167, 9.9928, -0.0143, -0.0066, 0.0006
Si, 5.7092, 4.8991, 8.8924, 0.0213, 0.0102, -0.0032
Si, 15.4614, 4.6737, 13.6489, 0.0021, -0.0043, -0.0043
Si, 0.1489, 5.1431, 16.5179, -0.0005, -0.0046, 0.0022
Si, 2.563, 4.5131, 8.6298, -0.0063, 0.01, -0.0024
Si, 7.852, 7.3999, 7.2321, -0.0086, 0.004, 0.0051
Si, 11.6282, 7.5065, 9.3859, -0.0009, -0.0144, 0.0004
Si, -0.0306, 13.0947, 8.8944, -0.0066, 0.0076, 0.005
Si, 5.7089, 13.6746, 7.523, -0.0032, -0.002, 0.0015
Si, 2.6924, 10.4598, 14.5707, 0.001, 0.0032, 0.0026
Si, 11.4523, 13.2648, 8.898, -0.0128, -0.0047, 0.0041
Si, 6.2438, 9.0931, 7.8451, 0.0066, -0.0029, -0.0024
Si, 6.0729, 12.7114, 15.3831, -0.006, -0.004, -0.0005
Si, 7.3928, 0.0973, 8.9533, 0.0064, 0.0012, -0.0049
Si, 13.0835, 6.2533, 12.1723, 0.0016, 0.0034, 0.0132
Si, -5.9111, 16.0829, 7.3365, -0.0006, 0.0036, 0.0013
Si, 1.777, 18.9954, 10.1398, 0.0344, 0.0025, 0.0101
Si, 13.5898, 10.7129, 7.3253, 0.0111, 0.0062, 0.0048
Si, 11.6594, 7.5797, 7.0281, 0.003, 0.0143, -0.0103
Si, 1.5502, 9.1648, 7.8809, -0.0014, -0.0004, -0.0007
Si, -1.5985, 4.3388, 9.1052, 0.0189, 0.0078, 0.0134
Si, 13.472, 1.0024, 7.734, 0.0165, 0.007, -0.0037
Si, 17.4418, 0.6156, 7.6997, 0.0003, 0.0143, -0.0114
Si, 6.8946, 5.117, 21.5104, 0.002, -0.0011, 0.0011
Si, 4.5732, 4.2756, 10.9501, -0.0109, 0.0065, 0.0167
Si, 8.9641, 5.6546, -7.5702, -0.0244, 0.0172, 0.0178
Si, 3.9977, 13.5136, 9.1086, 0.0014, 0.0013, 0.0006
Si, 2.5944, 5.199, 12.1271, -0.0304, -0.0251, -0.0148
Si, 3.1182, 7.873, 9.1769, 0.0058, -0.0091, 0.0026
Si, 5.9211, 4.0958, 12.8333, -0.001, -0.0057, 0.0045
Si, 9.7159, -2.1525, 7.3063, -0.0003, 0.004, -0.0045
Si, 5.1312, 10.1514, 13.8206, 0.0043, -0.0036, -0.009
Si, 7.8502, 6.039, 9.1779, -0.0104, -0.002, 0.0039
Si, 9.4209, 13.8163, 7.8614, -0.0057, -0.0018, 0.0039
Si, 15.4336, 7.5113, 7.1467, 0.0084, -0.0007, 0.0136
Si, -4.1691, 0.3926, 11.218, 0.0037, -0.0001, -0.0109
Si, -2.2537, -4.1225, 17.9048, 0.0003, 0.0139, 0.0113
Si, 13.7917, 7.5704, 10.3975, -0.0004, 0.0281, 0.0012
Si, 10.0462, -2.405, 11.9273, -0.0042, 0.0081, 0.0163
Si, -4.9189, 9.5042, 14.9171, 0.0106, 0.0054, 0.001
Si, -0.0199, 10.3907, 12.9662, -0.0007, -0.0062, 0.0032
Si, 7.8378, 10.6235, 8.7063, -0.0051, -0.0044, 0.0058
Si, 7.9932, 9.7494, 10.9328, -0.0056, -0.0012, 0.0013
O, 6.2216, 26.9634, 23.377, 0.0026, 0.0065, 0.0054
O, 10.4005, -4.1414, 21.2769, 0.0004, -0.0008, 0.0056
O, 36.0331, 13.9425, 21.0472, -0.0024, 0.0026, -0.0032
O, 0.3873, 6.3541, 25.3441, 0.0006, 0.0048, 0.0012
O, -2.3343, 31.1008, 20.2776, 0.0043, 0.0028, 0.0027
O, 22.7925, -11.0556, 17.6548, 0.003, -0.0036, -0.0011
O, 21.3073, 21.5982, 14.4058, -0.005, 0.0096, -0.002
O, 34.3609, 20.3899, 29.4857, -0.0092, -0.0023, -0.0049
O, 34.0406, 14.5069, 15.1543, 0.0011, 0.0058, 0.0023
O, 45.2245, 18.5164, 22.5892, -0.0037, 0.0076, 0.01
O, 1.7499, 27.9559, 10.7544, -0.0019, 0.0005, 0.0063
O, -3.8989, 13.9365, 21.0743, -0.0011, 0.0019, 0.0008
O, 13.8455, 6.1818, 27.0531, 0.0044, 0.0054, 0.0062
O, 15.9186, 18.3952, 14.9523, 0.0038, 0.0011, -0.0067
O, 14.7715, 36.8724, 20.7476, -0.004, -0.002, 0.0016
O, 30.8794, 13.8215, 21.3002, -0.0006, 0.0028, 0.0002
O, 17.0418, -2.7579, 13.3742, -0.0034, 0.0015, -0.0027
O, 9.6248, 12.1788, 21.4516, 0.0017, 0.0029, 0.0009
O, 14.4013, -7.2858, 12.7966, 0.0044, -0.0046, 0.0018
O, 25.743, 12.058, 11.8059, 0.0014, 0.0001, -0.0026
O, 10.8687, 13.3793, 23.5438, -0.0008, 0.0021, 0.0032
O, -8.0042, 6.0351, 22.7392, 0.0008, 0.0001, -0.0006
O, 8.0331, 17.8131, 20.3267, 0, 0.0007, 0.0003
O, 25.1428, 3.7598, 13.2892, -0.0027, 0.0051, 0.001
O, 35.121, 11.8709, 19.2068, 0.0039, 0.003, -0.0048
O, -0.8096, 34.2498, 26.4122, 0.0038, 0.0004, -0.0078
O, 3.3827, 17.1445, 15.2514, 0.0051, 0.0021, -0.0001
O, 1.7162, -5.7896, 22.1088, -0.0011, 0.0004, -0.0008
O, 4.4112, 16.2303, 27.1705, -0.0097, -0.0024, 0.0088
O, -13.5525, 5.8468, 28.1454, -0.0023, 0.0025, 0.0042
O, 40.0652, 25.6554, 17.2328, -0.0075, -0.0001, 0.0023
O, 6.222, 1.5674, 26.3295, -0.0043, 0.009, -0.0022
O, 3.8614, 19.5428, 23.7569, 0.0006, -0.0008, 0.0002
O, 10.783, 14.5927, 11.9684, -0.0021, 0.0023, 0.005
O, -11.6883, 10.2646, 27.9941, -0.0011, -0.0047, 0.0006
O, -2.5018, 29.3555, 26.527, 0.0013, 0.0046, 0.006
O, 5.4954, 5.6992, 20.8986, -0.0056, 0.0017, -0.0025
O, 24.1113, -7.9372, 15.4892, -0.001, 0.002, -0.004
O, 17.1082, -21.5294, 26.1727, 0.0013, 0.0004, 0.0139
O, 16.0297, -2.7184, 24.2179, 0.0012, 0.0028, 0.0027
Si, 14.5824, 5.2928, 21.0273, -0.007, -0.0021, -0.0073
Si, 13.0021, 0.4564, 15.4879, 0.0019, -0.0016, 0.0052
Si, 44.3176, 16.4843, 24.9365, -0.003, 0.0038, -0.0012
Si, 19.5109, 18.9974, 7.7886, -0.0047, 0.0136, 0.0299
Si, 8.5278, 6.2344, 23.9842, 0.0019, 0.009, -0.0018
Si, 11.0067, 12.7807, 22.0363, 0.0001, -0.0015, -0.0039
Si, 18.2373, -6.8607, 22.7732, 0.0028, 0.0017, -0.0027
Si, 15.0566, 15.0268, 20.2298, -0.0036, -0.0009, 0.0005
Si, 7.3372, 6.1052, 12.8929, -0.0024, 0.0086, -0.004
Si, 23.1957, 18.3821, 16.6722, 0.0061, 0.0022, 0.0003
Si, 11.7314, 5.1901, 9.9586, 0.0049, -0.0006, 0.0262
Si, 27.4356, 1.8988, 19.7273, -0.0026, -0.0006, -0.0005
Si, 9.327, 5.2039, 14.0026, 0.0116, -0.0029, 0.0082
Si, 13.6035, 10.3073, 15.4085, 0.0027, 0.0052, 0.0048
Si, 15.3325, 10.694, 8.9401, -0.0008, -0.0011, -0.0125
Si, 1.9695, 26.2532, 15.6289, -0.0046, 0.0051, 0.0004
Si, 3.931, 5.1547, 20.8636, 0.0006, 0.0069, 0.0001
Si, 14.3383, 9.651, 20.713, -0.0176, -0.0182, -0.007
Si, 11.2777, -6.2794, 14.5381, 0.0026, 0.0007, -0.0138
Si, 17.8363, 6.5501, 18.4357, -0.0015, 0.0077, 0.0038
Si, 9.8437, 9.2702, 29.0194, 0.006, -0.0064, 0.0024
Si, 19.3842, 0.8356, 29.2828, -0.0001, 0.0003, -0.0009
Si, 21.6676, 2.9446, 17.6475, -0.0042, 0.0024, 0.0008
Si, 9.5418, 4.3808, 9.4598, -0.005, -0.0013, -0.0011
Si, 11.8553, 9.6305, 10.5462, 0.0215, -0.0015, 0.0034
Si, 15.1531, 6.2937, 9.1296, -0.0228, -0.008, -0.0332
Si, 23.4144, -5.0307, 28.4291, -0.011, -0.0001, 0.0124
Si, -0.4567, 2.4399, 15.5368, -0.0025, -0.0045, 0.0052
Si, 21.3105, 13.0993, 22.1973, -0.0022, -0.0022, 0
Si, 22.2249, 12.8873, 26.6258, 0.0032, -0.0005, 0.0056
Si, 29.5286, 0.3638, 12.5864, 0.0025, 0.0079, 0.0097
Si, 3.5969, 2.9381, 16.0664, -0.0104, 0.0001, 0.0027
Si, 9.0961, -3.8585, 20.3313, 0.0005, 0.0022, -0.0003
Si, 19.8722, 15.0846, 20.1496, -0.0015, -0.002, 0.0027
Si, 6.1117, 7.1697, 14.6118, -0.0088, 0.0061, 0.0009
Si, 26.2088, 0.0901, 17.412, 0.0078, -0.0001, -0.003
Si, -6.0598, 15.4689, 12.1253, -0.0016, 0.0029, -0.0071
Si, 8.9317, 18.9007, 19.4757, 0.0002, 0.0039, 0.0025
Si, 18.6795, 9.3462, 17.4852, -0.0041, 0.0017, 0.0007
Si, 5.7995, 10.5683, 11.4997, 0.005, -0.0098, 0.0001
Si, 20.5683, -1.2444, 17.8679, -0.0036, -0.0036, 0.0054
Si, 20.686, 8.7197, 9.9993, -0.006, 0.0092, -0.0004
Si, 11.2674, 1.8105, 24.4927, 0.0056, -0.0044, 0.0004
Si, 14.336, 9.7464, 10.9081, -0.0194, -0.0153, -0.0021
Si, 6.4909, 2.892, 23.5707, -0.0036, -0.0035, -0.004
Si, 6.4948, -11.116, 12.759, 0.0107, -0.0063, 0.0134
Si, 2.1774, 10.0461, 27.8796, 0.0001, 0.0061, -0.0023
Si, 13.0109, 6.1847, 23.4655, 0.0021, -0.0013, 0.0085
Si, 7.1732, 7.4839, 10.9013, 0.0015, 0.0041, -0.0024
Si, 22.4389, 8.0414, 26.0911, 0.0018, 0.0001, 0.0087
Si, 17.5361, 1.8076, 18.3061, 0.0012, 0, -0.0036
Si, 10.4785, -2.8069, 17.7344, 0.0039, 0.0033, 0.0067
Si, 4.0818, 17.9479, 13.9988, 0.0111, 0.0053, 0.0013
Si, 15.618, 1.9603, 10.5442, 0.014, 0.0014, -0.005
Si, 11.7267, 0.7023, 27.2934, 0.0029, -0.001, -0.0019
Si, 14.4873, -5.7347, 25.8507, -0.0026, -0.0072, -0.0059
O, 22.6128, -0.4575, 21.6003, 0.002, 0.0005, -0.0024
O, 38.8751, 15.889, 24.258, -0.0029, 0, 0.0007
O, 21.9881, 3.642, 22.1248, -0.0003, 0.0008, -0.0006
O, 28.6519, 26.4053, 13.9014, 0.0052, -0.0004, -0.0111
O, 9.7945, 23.4178, 25.8514, -0.0009, -0.0001, -0.0053
O, 15.6979, 13.3964, 27.6679, -0.001, 0.0052, 0.0113
O, 8.534, 10.8425, 23.489, -0.0006, 0.0002, 0.0053
O, 9.4378, -3.1363, 18.9163, 0.0011, 0.0009, -0.0029
O, 16.1306, 2.1715, 19.0132, 0.0021, 0.0029, -0.0012
O, 20.2537, -16.4146, 23.4175, 0.0006, -0.0003, 0.0012
O, 5.1562, 15.5028, 16.4281, 0.0019, 0.0027, -0.0012
O, -1.7832, -16.2764, 19.276, 0.017, -0.0031, 0.0043
O, 13.5619, 7.1282, 17.8822, 0.0023, 0.0046, 0.0032
O, 17.249, 24.7981, 20.6802, 0.0011, 0.0019, -0.0009
O, 27.6707, -5.7513, 13.281, -0.0064, 0.0001, 0.0043
O, 12.1942, 9.7459, 26.7284, 0.0017, 0.0026, -0.0002
O, 9.7648, -2.7693, 16.25, -0.002, 0.0012, -0.0025
O, 13.7726, -0.9477, 15.823, 0.0004, -0.0022, 0.0007
O, 5.8441, 10.9057, 29.3022, -0.002, 0.0029, 0.0063
O, -4.3548, -0.7964, 27.6323, 0.0029, 0.0049, 0.003
O, 45.5201, 9.8081, 14.2205, 0.0011, -0.0008, -0.0012
O, -3.8616, -3.9781, 17.7276, 0.0105, 0.0001, 0.0032
O, 17.9809, 22.4714, 16.0151, 0.0009, 0.0009, 0.0031
O, -7.1726, 2.582, 28.4697, 0.0002, 0.0042, 0.0093
O, 28.3335, -0.0429, 11.5415, 0.0058, -0.0061, 0.0048
O, -0.4885, 3.8758, 24.6803, 0.0013, 0.0006, -0.0024
O, 19.0571, 48.7281, 21.2877, -0.0007, 0.001, -0.0009
O, 8.0686, -2.859, 21.0924, 0.0008, 0.0028, 0.001
O, 24.1593, 6.0837, 17.8673, -0.0023, -0.0007, -0.0047
O, 23.2157, 6.8154, 25.3077, 0.0022, -0.003, -0.0058
O, 22.1636, 11.9333, 18.1718, 0.0054, 0.005, -0.0031
O, 11.4096, 22.1855, 23.6067, 0.0009, 0.0005, -0.0011
O, 13.2595, 0.5292, 26.7329, -0.001, 0.003, 0.0009
O, -4.0631, -9.4144, 19.9155, 0.0007, 0.0015, 0.0014
O, 27.4914, -1.2893, 22.0398, -0.0011, 0.0038, 0.0009
O, 6.8288, 6.7912, 16.0624, -0.0032, 0.0011, -0.0047
O, -3.102, 17.6144, 17.882, -0.0008, -0.0003, 0.0017
O, 20.0439, 19.3909, 14.6077, 0.0115, -0.0112, -0.0032
O, 9.4121, 16.7007, 26.2836, 0.0058, -0.0083, -0.0153
O, 6.0483, -1.5203, 14.5612, 0.0028, 0.0021, 0.0089
O, 20.8674, 3.4596, 24.6687, 0.0014, 0.0025, 0.0005
O, 14.6986, 3.3307, 14.1999, 0.0051, 0.0098, -0.0056
O, 27.499, 17.9184, 11.6138, -0.0014, 0.0003, -0.0231
O, 4.8053, 12.5346, 16.518, 0.0034, 0.0003, -0.0058
O, 30.7681, -0.2565, 25.1361, -0.0038, 0.0013, 0.0114
O, -1.985, 7.2665, 24.5791, 0.0005, -0.0081, 0.0049
O, 8.426, 20.3453, 20.043, 0.0002, -0.0031, -0.0014
O, 15.1468, 12.0047, 12.8681, -0.0055, 0.0127, -0.0033
O, 13.6328, -1.8514, 23.9526, 0.0005, 0.0024, -0.002
O, 29.9384, 11.0642, 27.2488, -0.0011, -0.0037, -0.0007
O, 15.0929, 3.7135, 20.9037, 0.0019, 0.0038, 0.001
O, 22.2787, -8.4129, 17.3716, -0.0016, 0.0013, 0.0024
O, 27.8649, -6.7884, 15.6373, 0.0006, -0.0034, 0.0085
O, 27.9708, 4.8592, 24.2505, 0.0067, 0.0023, -0.0091
O, 26.3756, 1.3703, 26.0309, -0.0032, 0.0022, -0.0044
O, 4.9673, -0.9134, 22.8421, -0.0008, -0.0006, 0.0024
O, 16.8649, 5.7153, 17.4127, -0.0006, -0.0007, -0.0001
O, -7.7833, 12.8951, 27.9687, 0.0048, 0.0031, 0.0042
O, 13.6932, 1.7485, 16.2155, 0.0064, 0.0054, -0.0043
O, -0.5186, 14.4082, 11.995, -0.0049, 0.0003, -0.0003
O, 15.545, -4.174, 21.0798, -0.0162, 0.0059, -0.0019
O, 10.4715, 7.8807, 15.0444, 0.0009, -0.001, 0.001
O, 29.0576, 14.7432, 19.5742, 0.0028, 0.0004, 0.0025
O, 1.2946, 4.3063, 12.7332, 0.0019, 0.0257, 0.005
O, 12.8601, -23.4258, 24.3425, 0.0002, 0.0012, 0.0008
O, 21.5155, 13.8769, 14.2181, -0.004, 0.0057, -0.0033
O, 17.3727, 13.3526, 17.2803, 0.0019, 0.0034, 0.0011
O, 25.3481, 10.0151, 13.5257, -0.0014, 0.0017, -0.009
O, 17.2571, -2.0839, 26.4449, -0.0018, -0.001, 0.0032
O, 13.2653, 9.2992, 21.873, 0.0168, 0.0061, -0.0243
O, 17.8974, 35.6813, 18.7902, 0.0018, 0.0021, -0.0009
O, 11.4395, 26.0166, 15.9519, -0.0042, -0.0009, 0.0022
O, 49.3007, -1.8017, 23.9014, -0.0001, 0, 0.0015
O, 8.1512, 1.6727, 12.5658, 0.0026, 0.0051, -0.0021
O, 34.1802, 20.5402, 17.6718, 0.0023, -0.0006, -0.001
O, 7.653, 25.0424, 25.4552, 0.0008, 0.0016, -0.0004
O, 16.8204, -5.5057, 19.4171, -0.0017, 0.0019, 0.0025
O, 22.313, 16.9511, 26.8387, -0.0061, 0.0025, 0.0021
O, 11.8438, -5.9737, 22.5685, 0.0018, -0.001, 0.0023
O, 1.8569, 17.7195, 23.6507, 0.002, 0.0027, -0.0003
O, 2.8132, 8.6915, 25.1118, 0.0004, -0.0035, 0.0051
O, 9.0329, 3.3405, 10.6846, 0.0004, 0.0016, -0.0009
O, 9.5349, 7.4552, 23.5551, 0.0005, -0.0006, -0.0004
O, 12.0779, 10.0588, 14.9151, -0.0053, -0.0012, -0.001
O, 10.5427, 18.6722, 19.6779, -0.001, 0.0016, -0.0012
O, 33.6481, 15.8627, 17.4326, 0.0028, 0.0008, -0.0028
O, 20.2003, 10.0153, 17.4636, 0.0039, 0.0057, 0.001
O, 3.1434, 27.1541, 19.4696, -0.0004, 0.0029, -0.0036
O, 16.0055, 14.0357, 15.1288, 0.0029, 0.0002, -0.0033
O, 5.4516, 15.7311, 19.0842, 0.0033, 0.0007, 0.0004
O, 32.669, 21.309, 27.8041, -0.0025, -0.0015, -0.0065
O, 3.3206, -7.2293, 19.3778, 0.003, -0.0021, 0.0006
O, 16.975, 23.4959, 29.2348, -0.0043, 0.0005, 0.0044
O, 26.6803, 11.4598, 17.996, -0.0029, 0.0005, 0.0001
O, 20.8294, -4.9364, 25.6886, 0.0023, 0.0023, 0.0005
O, 11.2361, 1.2425, 18.4338, -0.0007, 0.003, 0.0007
O, 20.9225, -0.9006, 26.8447, -0.0005, -0.0018, -0.0022
O, 30.2126, 16.0957, 10.0557, -0.0034, 0.0016, -0.0007
O, -1.4562, -3.4126, 16.6887, -0.0055, -0.0061, 0.0032
O, -13.1785, 24.8468, 14.9149, 0.0053, 0.0013, 0.0002
O, 7.4175, 9.5208, 25.5385, -0.0021, 0.0022, -0.0022
O, 0.1663, 16.3175, 16.6165, 0.0001, 0.0065, -0.0007
O, 25.921, 3.1432, 24.009, 0.0013, 0.001, -0.0009
O, 34.7725, 3.5208, 21.013, 0.0025, 0.0055, 0.0007

Results
free energy: -249710.617 eV
free energy less fixed offsets of O -568.88, Si -635.61 eV per atom: 9.143 eV

The program warned: the cutoff lies below the one the program advises for these potential files; the forces do not sum to zero within the program's tolerance; the exchange-correlation potential is rough where the density is thin.
